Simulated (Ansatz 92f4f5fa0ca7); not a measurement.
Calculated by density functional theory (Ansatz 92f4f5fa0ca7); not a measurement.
Periodic cell of 212 atoms, Si132O80, from a study of silicon, its oxide and their interface. The atomic structure is a simulated model.
Doubt: the cutoff is far below the 930 eV that the study's wrapper takes by default for these files, so forces and energies are approximate.
This geometry differs little from another in the collection (a relaxation step or a small displacement).

Settings: functional PBE; potential files Ansatz PAW; basis plane waves; wave-function cutoff 580 eV; density cutoff ratio 5; exchange-correlation grid ratio 1; k mesh 1 x 1 x 1, Gamma-centred; self-consistency stop 5e-08 eV per atom in the density residual; occupations fixed; spin none; net charge 0.

Cell vectors (angstrom)
a, 10.938, 0, 0
b, 0, 10.938, 0
c, 0, 0, 31.5674

Atoms and the computed forces on them: element, x, y, z (angstrom), force x, y, z (eV/angstrom)
Si, -0.5573, 0.5955, 24.0647, -0.0188, -0.0226, 0.0329
Si, 6.1478, -0.5251, 23.9624, 0.0025, -0.0017, 0.0427
Si, 2.3367, 3.1995, 24.3785, 0.0252, 0.0077, 0.0114
Si, 8.6367, 2.4044, 24.2669, 0.0541, 0.0496, 0.0295
Si, 0.5179, 4.8525, 24.1539, 0.0069, 0.0009, 0.0115
Si, 5.1501, 5.7143, 24.2465, 0.0335, 0.0442, 0.0162
Si, 3.3176, 7.5127, 24.1102, -0.0161, -0.0096, 0.0288
Si, 7.7672, 8.6248, 24.1974, -0.0065, -0.0176, 0.0229
Si, 1.3097, 1.3457, 25.3738, -0.0022, 0.0175, -0.0168
Si, 6.8793, 1.289, 25.3673, -0.0129, -0.0222, -0.0159
Si, 4.0765, 4.141, 25.6194, -0.0337, -0.0156, -0.0342
Si, 9.693, 4.0623, 25.5237, -0.0291, -0.0346, -0.025
Si, 1.434, 6.7423, 25.3518, 0.0088, 0.0139, -0.0331
Si, 6.8313, 6.8537, 25.4558, -0.0109, -0.0069, -0.0176
Si, 4.2056, 9.4966, 25.1616, 0.0113, -0.0049, -0.0161
Si, 9.5719, 9.6419, 25.3365, -0.0088, 0.0194, -0.0294
Si, 2.7735, -0.0624, 26.6448, 0.0039, -0.007, 0.0062
Si, 8.221, -0.018, 26.8102, 0.0062, -0.0081, 0.0321
Si, 0.0564, 2.6803, 26.8693, 0.0077, 0.0151, 0.0323
Si, 5.5026, 2.6792, 26.7629, 0.0102, 0.0042, 0.0086
Si, 2.701, 5.4964, 26.8907, 0.0061, 0.0001, 0.063
Si, 8.2336, 5.463, 26.7648, 0.0049, 0.0155, 0.0028
Si, 0.0263, 8.2029, 26.6783, -0.0062, -0.0114, 0.0101
Si, 5.4553, 8.2266, 26.7827, 0.0055, -0.0062, 0.0298
Si, 4.1018, 1.3673, 28.1491, -0.0919, -0.375, -0.5406
Si, 9.5708, 1.3673, 28.1491, -0.0773, -0.1399, 0.4669
Si, 1.3673, 4.1018, 28.1491, 0.0384, -0.1577, 0.8192
Si, 6.8362, 4.1018, 28.1491, 0.1687, -0.1949, -0.2902
Si, 4.1018, 6.8362, 28.1491, -0.0408, 0.4687, 0.4271
Si, 9.5708, 6.8362, 28.1491, 0.2185, 0.2274, -0.4288
Si, 1.3673, 9.5708, 28.1491, 0.2266, -0.1589, -0.7232
Si, 6.8362, 9.5708, 28.1491, -0.0598, -0.0068, 0.1811
Si, 0, 0, 29.5164, -0.0829, 0.0722, -0.0207
Si, 5.469, 0, 29.5164, -0.0111, -0.0494, 0.0329
Si, 2.7345, 2.7345, 29.5164, -0.0851, 0.0935, 0.0137
Si, 8.2035, 2.7345, 29.5164, 0.0463, 0.0052, 0.0353
Si, 0, 5.469, 29.5164, 0.0017, -0.0729, 0.0315
Si, 5.469, 5.469, 29.5164, -0.0269, 0.0481, -0.0414
Si, 2.7345, 8.2035, 29.5164, 0.0955, 0.014, 0.0457
Si, 8.2035, 8.2035, 29.5164, -0.044, 0.0389, -0.0089
Si, 1.3673, 1.3673, 30.8836, 0.0472, -0.0499, 0.0095
Si, 6.8362, 1.3673, 30.8836, -0.0153, 0.0604, -0.0346
Si, 4.1018, 4.1018, 30.8836, 0.038, -0.0889, 0.0064
Si, 9.5708, 4.1018, 30.8836, -0.0285, 0.0271, -0.0237
Si, 1.3673, 6.8362, 30.8836, 0.0144, 0.0386, -0.0316
Si, 6.8362, 6.8362, 30.8836, 0.0447, -0.048, 0.0098
Si, 4.1018, 9.5708, 30.8836, -0.0739, -0.0216, -0.0127
Si, 9.5708, 9.5708, 30.8836, 0.0785, -0.0294, 0.0018
Si, 2.7345, 0, 0.6835, 0.0444, 0.0157, 0.0362
Si, 8.2035, 0, 0.6835, -0.038, 0.0343, 0.022
Si, 0, 2.7345, 0.6835, -0.0541, 0.0822, -0.0289
Si, 5.469, 2.7345, 0.6835, 0.0644, -0.0633, 0.0319
Si, 2.7345, 5.469, 0.6835, -0.053, 0.0317, 0.0299
Si, 8.2035, 5.469, 0.6835, 0.0328, -0.0528, 0.0371
Si, 0, 8.2035, 0.6835, -0.046, -0.031, 0.0259
Si, 5.469, 8.2035, 0.6835, -0.0721, 0.1131, -0.025
Si, 4.1018, 1.3673, 2.0507, -0.0461, 0.1104, -0.0334
Si, 9.5708, 1.3673, 2.0507, 0.1746, 0.0305, -0.0173
Si, 1.3673, 4.1018, 2.0507, -0.047, -0.2079, -0.0099
Si, 6.8362, 4.1018, 2.0507, -0.0075, 0.0507, -0.0246
Si, 4.1018, 6.8362, 2.0507, 0.078, -0.0217, 0.007
Si, 9.5708, 6.8362, 2.0507, 0.0288, 0.0833, -0.0063
Si, 1.3673, 9.5708, 2.0507, 0.0115, 0.0148, -0.0029
Si, 6.8362, 9.5708, 2.0507, -0.0795, -0.2133, -0.0311
Si, 0, 0, 3.418, -0.2074, 0.2485, -0.2859
Si, 5.469, 0, 3.418, 0.0405, -0.1192, 0.4045
Si, 2.7345, 2.7345, 3.418, 0.1151, -0.0789, -0.8671
Si, 8.2035, 2.7345, 3.418, -0.0606, 0.198, 0.6219
Si, 0, 5.469, 3.418, -0.2214, 0.0067, 0.1801
Si, 5.469, 5.469, 3.418, 0.2432, 0.0936, -0.1606
Si, 2.7345, 8.2035, 3.418, -0.0723, 0.0726, 0.3553
Si, 8.2035, 8.2035, 3.418, -0.3543, -0.1501, -0.3225
Si, 1.4061, 1.3745, 4.7244, 0.0512, 0.0598, -0.0753
Si, 6.8179, 1.3738, 4.8431, -0.0237, 0.0179, -0.0173
Si, 4.0667, 4.1116, 4.7034, 0.0105, -0.0157, -0.0335
Si, 9.5175, 4.1977, 4.8706, 0.0079, -0.0082, -0.0096
Si, 1.321, 6.8512, 4.7998, 0.0137, 0.0199, 0.0015
Si, 6.85, 6.8187, 4.8214, 0.0001, 0.0068, -0.0173
Si, 4.1191, 9.5391, 4.8495, 0.0223, -0.008, 0.0047
Si, 9.4651, 9.6479, 4.7116, -0.0048, 0.0018, -0.0321
Si, 2.6769, -0.0368, 6.1618, -0.0556, -0.0346, 0.0223
Si, 8.1935, 0.0406, 6.2494, 0.1009, 0.0217, 0.0406
Si, 0.1271, 2.8708, 6.0494, 0.0333, -0.0141, 0.0593
Si, 5.328, 2.7171, 6.1137, -0.035, -0.0446, 0.0152
Si, 2.8159, 5.5423, 6.0991, 0.0055, -0.0332, 0.0052
Si, 8.1234, 5.5056, 6.4043, -0.0108, 0.0221, -0.0011
Si, -0.2167, 8.1889, 6.0077, -0.0396, -0.0119, 0.0119
Si, 5.4912, 8.1548, 6.2409, -0.0079, -0.0167, 0.0325
Si, 3.4415, 1.837, 7.3496, 0.094, 0.0791, 0.0041
Si, 10.2847, 0.9394, 7.0563, -0.0994, 0.0201, -0.0067
Si, 2.0048, 3.7411, 7.3089, -0.0381, -0.0937, 0.0204
Si, 6.2522, 4.3976, 7.4475, -0.0375, -0.013, -0.0141
Si, 4.6227, 6.2487, 7.4353, 0.0614, 0.0907, -0.0821
Si, 8.915, 7.557, 7.4676, 0.0297, 0.0261, -0.0464
Si, 0.7689, 9.9472, 7.1511, 0.0666, 0.026, -0.0391
Si, 7.0914, 9.2761, 7.5585, -0.0363, -0.0468, -0.0462
O, 0.7251, 9.5542, 8.7714, -0.0118, -0.0274, 0.0394
O, 2.4569, 4.0939, 9.1412, -0.1525, -0.1197, -0.0832
O, 10.5892, 1.4548, 8.636, 0.018, -0.0066, -0.0105
O, 6.3817, 9.6743, 9.035, -0.0167, 0.0178, 0.0486
O, 3.3238, 1.6376, 9.0296, 0.0053, -0.0714, -0.0151
O, 4.091, 6.3593, 8.9975, -0.3465, -0.153, 0.2129
O, 6.3142, 3.6463, 8.9527, 0.0171, -0.0116, 0.0269
O, 9.552, 7.745, 8.9982, 0.0024, 0.0232, 0.0225
O, 3.1279, 2.8313, 22.9532, -0.0152, 0.025, -0.0414
O, 6.2229, 10.7363, 22.3028, 0.0058, 0.0114, -0.0398
O, 8.1, 3.2525, 22.944, -0.0269, 0.0146, -0.0181
O, 0.0118, 4.951, 22.5481, 0.025, -0.0105, -0.0449
O, 8.1269, 8.1924, 22.627, -0.0066, -0.0246, -0.0419
O, 2.6764, 7.6859, 22.5693, -0.007, -0.0024, -0.0234
O, 5.8746, 4.8155, 23.0199, 0.042, -0.0216, -0.0347
O, 10.7739, 11.1851, 22.475, 0.0038, -0.0005, -0.0394
Si, 7.0551, 0.1696, 20.9279, -0.0075, 0.005, 0.0152
Si, 6.9734, 2.3955, 14.702, 0.0057, 0.0028, -0.0146
Si, 6.7958, 2.4019, 9.9066, -0.0074, -0.0183, -0.0025
Si, 3.1801, 3.668, 21.5635, -0.0085, -0.0234, 0.0111
Si, -3.1646, 7.2106, 21.3736, -0.0001, -0.0345, 0.0559
Si, -0.6105, 9.0603, 9.5921, -0.0203, -0.014, -0.0148
Si, 10.0653, 11.3895, 21.0116, 0.0068, 0.0021, 0.0257
Si, 3.9827, 3.0119, 14.687, 0, -0.0019, -0.0087
Si, 4.8336, -6.2845, 18.1269, 0.0008, 0.0031, 0.0098
Si, 7.2899, 4.3174, 12.3459, 0.0003, -0.0242, -0.006
Si, -2.0007, 7.8568, 16.6918, 0.0008, 0.0007, -0.0023
Si, 5.7793, 10.4488, 10.3587, 0.0174, 0.0286, -0.0138
Si, 3.4418, -1.7304, 12.0716, 0.0264, 0.03, 0.0131
Si, 7.2928, 10.5054, 13.1752, 0.0024, 0.0074, -0.018
Si, 16.0963, -3.8312, 19.7145, -0.0001, -0.0025, 0.0056
Si, 14.0348, 0.2069, 14.301, -0.0029, 0.0072, -0.0063
Si, 7.183, 4.333, 22.1548, 0.0055, 0.0215, -0.0024
Si, 0.5645, 4.8188, 21.0075, 0.0223, -0.0024, 0.0312
Si, 2.8855, 2.7436, 10.14, -0.1801, 0.0559, -0.1031
Si, 11.3142, 1.034, 14.8699, 0.0021, 0.0143, -0.0227
Si, 9.4937, 1.0073, 9.7474, 0.001, 0.0157, -0.0144
Si, 15.2095, 15.4919, 12.0393, -0.0176, -0.0148, -0.0225
Si, 5.0721, 8.9564, 14.5245, 0.0031, -0.0004, 0.0004
Si, 11.5645, 7.9877, 12.1504, -0.0302, 0.0035, 0.0236
Si, 10.1564, 5.2762, 12.7637, -0.0046, -0.0305, 0.006
Si, 9.8638, 9.4514, 14.2221, -0.0132, 0.0045, 0.0079
Si, 5.6847, 2.7055, 19.9562, 0.0016, 0.0062, 0.005
Si, 8.8425, 9.1202, 19.5093, 0.0009, 0.0049, -0.0012
Si, 2.7367, 6.6912, 21.2776, 0.0024, 0.0039, 0.0236
Si, 9.3631, 2.7385, 16.5807, 0.0026, -0.0002, -0.0075
Si, 11.1924, 2.3219, 11.9528, 0.0382, -0.0194, -0.0511
Si, -0.1473, 2.7971, 19.1012, 0.0055, 0.0044, 0.0031
Si, 2.6717, 5.837, 9.7326, 0.867, 0.0497, 0.2982
Si, -0.4538, -5.5244, 15.9874, -0.0013, -0.0042, -0.0061
Si, 5.9124, -3.888, 16.8613, -0.0028, -0.0045, -0.0008
Si, 2.0528, 3.9034, 17.0992, 0.0005, -0.002, 0.0043
O, 19.0634, 1.73, 9.2563, -0.0078, 0.0053, 0.0019
O, 16.7773, 5.0652, 12.0972, -0.0012, 0.0101, -0.0009
O, 9.3728, 4.359, 16.5365, 0.0024, 0.0016, 0.0036
O, 4.1434, -0.7588, 15.1021, 0.0017, -0.0039, 0.0031
O, 12.6332, 3.6323, 20.911, 0.0153, 0.0397, 0.0268
O, 1.2703, 6.2746, 20.6568, -0.0062, -0.0244, 0.0129
O, 10.7786, 3.8447, 12.2975, -0.0087, 0.0023, 0.0048
O, -0.4787, 4.2428, 19.8754, 0.0044, -0.0116, 0.0014
O, -1.416, -8.5997, 18.1547, -0.0036, -0.0022, -0.0013
O, 4.3107, 9.7863, 10.7807, -0.0117, -0.0138, 0.0047
O, 3.4587, 5.2858, 21.7923, -0.0161, -0.0205, -0.0175
O, 10.8955, 1.591, 20.198, 0.0031, 0.0061, -0.0015
O, -4.1719, 3.5936, 20.7735, -0.0036, 0.0123, 0.0198
O, -2.8787, 5.6629, 21.7849, -0.0538, 0.0158, 0.0014
O, 13.6824, 10.4601, 12.8633, 0.0017, -0.0134, -0.0008
O, 3.2249, 5.5599, 11.2991, -0.0302, 0.0232, -0.0884
O, 8.4965, 11.8069, 21.306, 0.0069, -0.0078, -0.0082
O, 10.2727, 5.4814, 14.3758, 0.003, 0.0064, 0.0062
O, 1.3563, 6.5542, 9.4033, -0.3487, 0.1688, -0.1704
O, 4.1217, 3.1783, 11.1079, 0.0659, 0.0565, 0.0828
O, 11.4689, 12.4539, 13.3253, -0.0088, -0.004, 0.0235
O, 8.8548, -0.8783, 13.0924, 0.0051, -0.0078, 0.0049
O, 11.1499, 8.6502, 13.6092, 0.0058, -0.0045, -0.0026
O, 7.0267, 1.0886, 13.7208, -0.0004, 0.0081, 0.0105
O, 5.4931, 2.7852, 15.2801, 0.0025, -0.0009, 0.0018
O, 7.2756, 3.0494, 11.3194, 0.0094, 0.0139, 0.0107
O, 4.2097, 2.8837, 20.6155, -0.0148, 0.0159, 0.0311
O, 14.7877, 4.234, 13.5973, 0.0006, 0.0004, 0.0078
O, 5.7461, 12.076, 10.0497, 0.0068, -0.0124, 0.0061
O, -4.7328, 7.4345, 20.9216, 0.0189, -0.0015, 0.0011
O, 10.6771, 8.8525, 11.1305, 0.024, -0.0181, 0.0066
O, 5.1647, -3.1679, 15.6181, 0.0034, 0.0009, 0.0024
O, 5.2059, 5.498, 19.4729, -0.0025, -0.0118, -0.0121
O, 12.7852, 0.4859, 15.3089, -0.001, -0.0012, 0.0022
O, -2.3496, 5.3206, 12.214, 0.0074, 0.0088, -0.0047
O, 3.6382, 7.4808, 20.1696, 0.0072, 0.0038, -0.0061
O, 11.0821, 6.4382, 12.1215, 0.0146, 0.0239, -0.0139
O, 8.7832, -3.3265, 20.1521, 0.0024, 0.0012, 0.0004
O, 9.0032, 8.5286, 15.2266, 0.0087, 0.0066, -0.0059
O, -0.7491, 6.8164, 16.7612, 0.0016, -0.0017, 0.0024
O, 6.1226, 1.1474, 20.0197, -0.0022, 0.0106, -0.0001
O, 7.4277, -1.0857, 19.9377, 0.0049, -0.0059, -0.0018
O, 2.8981, 3.1657, 15.8971, -0.0015, 0.0004, 0.0046
O, 5.4345, -5.4603, 16.8521, 0.0026, 0.0048, 0.0028
O, 7.9847, 2.1456, 15.96, 0, 0.0005, 0.0026
O, 10.3264, -0.2148, 15.1115, -0.0006, -0.0038, 0
O, 6.7396, 10.3019, 11.6646, 0.0005, -0.0053, 0.009
O, 12.0118, 4.9979, 16.391, -0.002, 0.0001, 0.0007
O, 1.1725, 2.95, 18.1141, 0.0036, 0.0007, -0.0098
O, 10.6919, 2.2539, 15.7394, -0.0007, -0.0024, 0.0033
O, 6.5628, 9.5082, 14.2301, -0.0064, -0.0053, 0.0062
O, 3.2051, -6.3321, 18.0203, 0.009, -0.0013, -0.0018
O, 7.5246, 7.0583, 16.7484, -0.0033, 0.0001, 0.0045
O, 5.5379, 3.1967, 18.391, -0.0013, 0.0048, -0.0024
O, 5.4943, 7.7998, 18.2718, 0.0025, 0.0023, -0.0032
O, -1.911, -1.9787, 17.8986, 0.0029, -0.0057, -0.0049
O, 1.5943, 2.3082, 11.0112, 0.0198, 0.0228, -0.0046
O, 10.0736, 10.0014, 20.1345, -0.0025, -0.0039, 0.0016
O, 2.2069, -2.7488, 11.7714, -0.0021, -0.0119, -0.0176
O, 4.4394, 8.4183, 13.1138, -0.0025, 0.0002, -0.0008
O, 9.263, -0.6054, 9.6132, 0.0012, -0.0233, 0.0074
O, 7.4577, 14.6339, 13.8447, -0.0018, -0.0069, 0.0133
O, 3.6978, 1.646, 13.8612, 0.004, -0.0002, 0.0067
O, 9.986, 1.525, 11.2008, 0.0152, 0.017, 0.0204

Results
free energy: -129406.884 eV
free energy less fixed offsets of O -568.88, Si -635.61 eV per atom: 4.036 eV

The program warned: the cutoff lies below the one the program advises for these potential files; the forces do not sum to zero within the program's tolerance; the exchange-correlation potential is rough where the density is thin.
